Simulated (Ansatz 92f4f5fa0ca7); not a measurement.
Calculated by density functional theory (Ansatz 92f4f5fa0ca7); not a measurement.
Periodic cell of 254 atoms, Si144O106N4, from a study of silicon, its oxide and their interface. The atomic structure is a simulated model.
Doubt: the cutoff is far below the 930 eV that the study's wrapper takes by default for these files, so forces and energies are approximate.
This geometry differs little from another in the collection (a relaxation step or a small displacement).

Settings: functional PBE; potential files Ansatz PAW; basis plane waves; wave-function cutoff 580 eV; density cutoff ratio 5; exchange-correlation grid ratio 1; k mesh 1 x 1 x 1, Gamma-centred; self-consistency stop 5e-08 eV per atom in the density residual; occupations fixed; spin none; net charge 0.

Cell vectors (angstrom)
a 10.938 0 0
b 0 10.938 0
c -0.5492 4.6506 35.5259

Atoms and the computed forces on them: element, x, y, z (angstrom), force x, y, z (eV/angstrom)
Si 0.5572 3.6859 27.9986 0.004 0.0198 0.0764
Si 3.7889 5.9961 28.0733 -0.131 0.0479 0.1409
Si 0.647 9.0328 28.1729 0.0815 -0.07 0.0733
Si 4.0584 0.4023 28.0397 -0.0162 -0.0173 0.0681
Si -4.9787 3.6337 28.046 0.1207 -0.0797 0.0617
Si -1.5824 6.0601 27.9405 0.0458 -0.0009 -0.0045
Si 6.2365 8.9818 28.0406 -0.0401 0.0621 0.0567
Si -1.5997 0.3519 28.1795 -0.0354 0.0506 0.0836
Si 2.1959 4.7449 29.3382 0.0441 0.0317 -0.0647
Si 5.0016 7.4778 29.3971 -0.0175 -0.0077 0.0143
Si 2.3087 -0.6957 29.2895 0.0144 -0.0252 0.0093
Si 4.9862 2.0123 29.4793 0.0421 -0.039 -0.0119
Si -3.2215 4.7644 29.1815 -0.0142 -0.0105 0.0238
Si -0.4981 7.4596 29.4852 0.0073 0.0083 -0.0164
Si 7.7296 10.1436 29.4401 0.0049 0.0155 0.0008
Si -0.5079 2.0467 29.3632 -0.0147 0.0013 -0.0043
Si 0.837 6.0316 30.7724 0.0122 -0.0045 0.0226
Si 3.5501 8.7895 30.7255 0.0029 0.012 -0.0169
Si 0.8521 0.5939 30.7 0.014 0.0334 0.0052
Si 3.5011 3.3101 30.7498 -0.035 0.0048 -0.0028
Si 6.3228 6.0185 30.7017 0.0154 0.0161 -0.005
Si 9.0095 8.7459 30.8068 -0.0219 -0.0146 -0.0063
Si 6.3209 11.5025 30.7763 -0.0127 0.0048 0.0021
Si -1.9644 3.3401 30.6908 0.0091 -0.0173 0.0045
Si -0.5492 4.6506 32.1076 -0.1615 -0.0018 -0.1131
Si 2.1853 7.3851 32.1076 0.1749 0.2255 0.0932
Si -0.5492 10.1196 32.1076 0.2689 0.248 -0.1138
Si 2.1853 1.9161 32.1076 -0.118 0.068 0.2028
Si 4.9198 4.6506 32.1076 0.0544 0.0783 -0.2549
Si 7.6543 7.3851 32.1076 -0.1445 -0.2841 0.2924
Si 4.9198 10.1196 32.1076 -0.0076 0.0892 0.0512
Si 7.6543 1.9161 32.1076 0.2063 0.3154 0.1118
Si 1.3673 -1.3673 3.418 -0.085 -0.1272 0.195
Si 4.1018 1.3673 3.418 0.0373 -0.5384 -0.1846
Si 1.3673 4.1018 3.418 -0.41 -0.002 -0.3332
Si 4.1018 -4.1018 3.418 0.3993 -0.1713 -0.2663
Si 6.8362 -1.3673 3.418 0.238 0.1543 -0.1752
Si -1.3673 1.3673 3.418 -0.3366 -0.256 -0.0642
Si 6.8362 4.1018 3.418 -0.2349 -0.001 0.175
Si -1.3673 6.8362 3.418 0.1871 0.1703 0.3564
Si 2.8219 -0.1216 4.7949 -0.0414 0.0283 -0.0307
Si 5.433 2.6802 4.7789 -0.0021 -0.0389 -0.0066
Si 2.748 5.4337 4.7155 -0.0019 0.0225 -0.0041
Si 5.5522 -2.7855 4.7462 -0.0466 0.0237 -0.0069
Si -2.7575 -0.0171 4.8407 -0.0061 0.0215 -0.029
Si -0.0813 2.7553 4.7497 -0.0211 -0.0165 -0.0031
Si 8.1585 5.5091 4.7877 0.0253 0.012 0.0282
Si 0.0064 -2.7193 4.8706 -0.0206 0.022 -0.018
Si 1.2975 1.2598 5.9285 0.0166 0.0004 0.0019
Si 3.9383 3.9412 6.0874 -0.0069 0.0115 -0.0134
Si 1.5004 -4.1376 6.128 -0.0207 -0.0994 0.0531
Si 4.1716 -1.6356 6.195 0.1055 -0.0265 0.0786
Si -4.2556 1.2474 6.205 -0.0196 -0.0069 0.0332
Si -1.5536 4.0602 6.1502 -0.0165 -0.0067 0.0449
Si 6.7784 -4.1266 6.2474 -0.0445 -0.0584 -0.0129
Si -1.5248 -1.4519 6.3072 0.023 -0.0116 -0.008
Si 0.1098 -0.1459 7.3512 -0.0123 -0.0045 -0.0328
Si 2.2414 2.8194 7.3718 -0.0241 -0.0078 -0.0314
Si 0.1717 -5.6992 7.2103 -0.0038 0.0541 -0.1092
Si 3.3721 -3.5012 7.6115 -0.0308 0.0704 -0.1011
Si 5.61 -0.4074 7.6166 0.0038 -0.0577 -0.1381
Si -3.3533 3.0301 7.4279 0.1095 -0.0412 -0.1242
Si 5.3124 5.2842 7.3533 -0.0729 0.1529 0.0056
Si -3.0406 -2.6422 7.8065 -0.0285 0.0262 0.0437
Si 0.8181 3.2834 33.4749 -0.0385 -0.0972 -0.0223
Si 3.5526 6.0179 33.4749 0.1151 0.125 -0.0173
Si 0.8181 8.7524 33.4749 0.0821 0.0615 -0.0184
Si 3.5526 11.4869 33.4749 0.095 0.0306 -0.0088
Si 6.2871 3.2834 33.4749 0.0013 -0.0331 -0.0106
Si -1.9164 6.0179 33.4749 0.0151 0.0288 0.0086
Si 6.2871 8.7524 33.4749 -0.041 -0.0293 -0.0148
Si -1.9164 0.5489 33.4749 0.1619 0.1335 -0.0139
Si 2.1853 4.6506 34.8421 -0.0421 -0.0103 -0.0431
Si 4.9198 7.3851 34.8421 -0.0267 -0.0197 -0.0027
Si 2.1853 10.1196 34.8421 -0.0606 -0.033 -0.0149
Si 4.9198 1.9161 34.8421 -0.041 0.0026 0.0008
Si -3.2837 4.6506 34.8421 0.0335 0.0454 -0.0146
Si -0.5492 7.3851 34.8421 -0.0274 -0.0123 -0.0213
Si -3.2837 -0.8184 34.8421 -0.0181 -0.0198 -0.0487
Si -0.5492 1.9161 34.8421 0.0228 0.0374 0.0069
Si 1.3673 1.3673 0.6835 0.0147 0.0456 0.0025
Si 4.1018 4.1018 0.6835 0.0778 0.0251 0.0233
Si 1.3673 6.8362 0.6835 0.0127 -0.0002 0.0082
Si 4.1018 -1.3673 0.6835 0.0439 0.0121 0.035
Si 6.8362 1.3673 0.6835 -0.0358 0.0122 -0.0035
Si -1.3673 4.1018 0.6835 0.0209 0.0399 0.0227
Si 6.8362 -4.1018 0.6835 0.0336 -0.0549 0.0258
Si -1.3673 -1.3673 0.6835 -0.0019 -0.0931 0.0112
Si 0 0 2.0507 -0.0088 0.0273 0.0406
Si 2.7345 2.7345 2.0507 -0.2003 -0.1527 0.0504
Si 0 5.469 2.0507 0.0042 -0.0599 0.0086
Si 2.7345 -2.7345 2.0507 -0.1109 -0.0921 0.0189
Si 5.469 0 2.0507 -0.0361 0.0276 -0.032
Si 8.2035 2.7345 2.0507 -0.0818 -0.1097 0.018
Si 5.469 5.469 2.0507 -0.111 -0.0257 -0.0448
Si 8.2035 -2.7345 2.0507 0.0865 0.1509 0.003
Si 6.6493 -4.0987 12.9766 0.003 0 -0.0031
Si 0.6244 -6.2411 19.2849 -0.004 0.003 0.004
Si 1.7419 -1.7557 9.2173 -0.0008 -0.0201 -0.0034
Si -3.5013 1.0447 21.1769 -0.0004 -0.0015 0.0033
Si 1.6467 5.6613 23.5099 -0.0009 0.007 0.0016
Si 4.0719 1.3625 12.8659 0.0024 0.0074 0.005
Si 6.974 -9.5033 15.4142 -0.0005 0.0036 0.0032
Si 2.009 3.1105 25.2564 -0.0158 0.0027 -0.0003
Si 0.0241 -5.2502 12.5514 0.0071 0.0092 -0.0017
Si 3.4792 -1.5087 23.7047 -0.0024 0.0023 0.0016
Si 1.3309 1.1461 9.6801 -0.007 -0.0235 -0.0063
Si 13.8657 -3.986 12.9282 0.0088 -0.0037 -0.0084
Si 4.3973 6.6011 22.4488 -0.0059 0.0029 -0.0014
Si 5.9592 7.8045 20.4682 0.0028 0.0021 0.0038
Si 2.2761 0.9482 15.3314 0.0096 0.018 0.03
Si -2.0676 -0.1367 17.0587 -0.007 -0.0053 0.0034
Si 14.8562 -11.0197 10.2649 0.0201 0.0028 -0.0156
Si 1.9798 -3.7473 17.8361 0.0005 -0.0005 0.0061
Si -1.0845 12.8968 22.9574 0.0016 -0.0035 0.0005
Si 4.5939 -1.635 12.6659 0.0042 -0.0075 0.0089
Si -0.3087 2.83 11.6319 -0.0021 0.0001 -0.0041
Si 7.9112 -2.5482 18.2035 0.0002 0.0013 0.0011
Si 1.3701 10.9488 19.4158 -0.0009 0.0018 0.0135
Si 8.0196 -8.3614 12.9089 -0.0034 0.0103 0.0002
Si 2.5305 2.5934 20.4459 0.0023 0.0007 0.0089
Si -2.7413 8.0993 25.7086 0.0109 0.0007 -0.0255
Si 4.8421 0.1751 16.9864 -0.0067 0.0249 0.0031
Si 8.6025 -4.3657 10.4904 0.0067 0.0088 -0.0202
Si 0.5421 -4.4048 9.9195 -0.0004 -0.006 -0.0222
Si -1.5314 4.5553 14.7725 -0.0017 -0.0008 -0.0001
Si 8.1315 3.6144 10.201 -0.0022 -0.0006 -0.0192
Si -1.4343 -0.6805 19.6935 0.0014 -0.0037 0.003
Si 3.633 -5.2306 10.1651 0.015 0.0168 -0.0418
Si 5.5522 -6.9677 11.9392 -0.0073 0.0088 0.0014
Si 3.8119 -1.641 19.1437 -0.0007 -0.0019 0.0106
Si -6.2352 13.262 25.7573 0.0265 -0.0018 -0.0014
Si 3.0737 5.3531 15.6639 0.0017 -0.0009 -0.0025
Si 0.7019 3.4806 16.345 -0.0022 -0.0004 0.0021
Si 8.6341 0.1785 25.2787 0.0023 -0.0036 0.0035
Si 5.8697 -10.4639 23.7378 -0.0012 0.0067 -0.0119
Si -3.3759 -4.6335 15.9789 -0.0052 0.0075 0.0053
Si -0.9258 4.9805 21.997 0.0009 -0.0009 0.0025
Si 5.6325 4.0789 16.6819 -0.0045 -0.0008 0.0009
Si 7.3503 6.7457 22.8751 0.0089 0.0101 0.009
Si 1.7976 12.0133 23.0012 0.0049 -0.0022 0.0003
Si 5.4635 2.3775 19.1734 0.0068 -0.0097 0.0018
Si 0.708 -1.1909 16.557 0.0004 -0.0022 0.0055
Si 2.2293 7.6714 25.8306 0.0172 -0.0075 -0.0107
O 0.8297 -9.1102 11.0676 -0.0093 0.0028 0.0048
O -0.8395 -5.1633 13.9229 0.0008 0.0002 -0.0038
O 1.1541 4.0096 7.6697 0.0352 -0.0338 0.026
O 3.1067 -2.5963 8.9686 -0.0004 0.0015 0.0376
O 6.7949 -1.4419 8.1613 0.0121 -0.022 0.0114
O -0.5268 4.8501 27.5041 0.0294 0.0003 -0.0261
O 6.2362 -10.3495 22.1658 0.0071 0.0059 -0.003
O 7.9393 2.5664 8.9595 0.0051 -0.0071 0.0795
O 2.9906 8.9597 25.192 0.0064 0.0079 -0.0003
O 0.368 5.8658 22.5086 -0.0045 -0.0009 -0.0034
O 5.0458 9.1363 20.2054 0.0012 0.0008 -0.0013
O 2.8847 -2.9597 18.9368 0.0026 0.0056 -0.0045
O 4.7358 -0.113 13.3126 -0.0036 0.0001 -0.0044
O 6.8534 8.4372 26.6027 0.0261 -0.0187 -0.0394
O 4.5414 -6.5596 10.6589 0.0131 -0.0158 0.0106
N -0.7081 -4.6656 11.0943 -0.0107 -0.007 0.0389
O -2.4887 -3.2441 9.2649 0.0091 -0.0165 0.0231
O 4.823 0.2162 8.9283 -0.0355 0.0191 0.072
O 8.268 -7.0363 13.8246 -0.0008 -0.0029 -0.0038
O -0.4363 -0.7407 27.7533 -0.027 0.0071 -0.0474
O 4.9324 4.8754 27.704 -0.1029 0.0536 -0.0485
O 5.0916 10.1089 27.6832 0.018 -0.0096 -0.0324
O 7.7499 -3.8852 11.7936 -0.0058 0.0008 0.0036
O -1.4552 0.4244 18.4684 0.0009 0.0021 -0.0017
O -1.932 6.9573 26.5825 -0.0102 0.0177 -0.0057
O 3.2127 -2.3856 13.1894 -0.0026 0.0048 0.0017
O 2.603 2.0981 22.0065 0.0012 0.0017 -0.0018
O 0.1005 10.3174 20.2689 0.001 0.003 -0.0009
O 0.3445 3.7879 17.9256 0.0029 0.004 0.0023
O 3.5622 0.8496 16.296 0.0054 -0.011 -0.0012
O 3.2263 6.6863 26.6789 -0.001 0.016 -0.053
O 6.428 2.8964 15.8852 -0.001 -0.0057 -0.0008
O 1.1042 -1.4305 7.7458 -0.0124 0.0277 -0.0165
O -0.8603 3.5847 22.8798 -0.0007 0.0022 0.0052
O -2.3591 1.845 21.9771 -0.0019 -0.0029 -0.0027
O 7.9047 5.208 9.8762 0.0089 -0.0109 0.0022
O 0.2461 12.078 22.4727 0.0011 0.0032 0.0026
O 0.4182 -6.8601 12.4066 0.0003 0.0055 -0.0006
O 3.8179 8.103 22.8075 0.0033 -0.0026 0.0027
O 2.3975 -0.4606 23.0203 0 0.0061 0.0035
O 13.9966 -4.483 16.8605 -0.0048 0.002 0.0013
O -0.5898 3.3927 15.3652 -0.0004 0.0011 -0.0013
N 2.222 -0.3078 9.9662 0.0011 0.0157 0.0289
O 5.9669 0.2108 15.8011 -0.0124 0.0044 0.0136
O 2.3807 2.1426 8.8817 -0.0006 -0.0185 0.0183
O 7.5879 -1.0799 17.5243 0.0063 -0.0063 -0.0003
O 1.8839 -6.8648 20.1561 -0.0001 -0.0008 -0.0044
O 5.8891 -5.549 12.731 0.0025 0.0017 -0.004
O 1.9583 -5.2793 9.9948 0.0001 0.0019 -0.0133
O -6.5247 -1.2558 17.652 -0.0006 0.0095 -0.0004
N 4.2627 -4.8117 8.5304 0.0336 -0.1072 0.0836
O -5.1188 6.1455 23.2064 -0.0007 -0.0021 0.0075
O -7.8148 5.6193 22.7579 0.0093 0.0031 -0.0005
O -0.9044 -1.0218 16.3099 0.0063 0.004 0.0025
O 6.7722 -3.325 19.0698 -0.0029 -0.0005 0.0024
O -1.4024 1.2246 24.3943 0.0094 0.0095 0
O 6.418 4.1478 7.8008 -0.0224 0.034 0.0253
O 1.1605 2.9937 26.64 0.0124 -0.0122 -0.0294
O 1.08 -2.7542 16.8699 0.0025 -0.0008 0.0007
O 2.7332 1.4512 13.8282 0.0084 0.0005 0.0007
O 3.5746 3.4854 25.5491 0.0034 0.0121 0.0119
O 8.7297 -5.7475 16.0819 0.0014 -0.0014 -0.004
O -1.9104 9.5024 25.3899 -0.0024 0.0057 0.0176
O 7.2322 -9.4801 13.7969 -0.0045 -0.0029 -0.0049
O 9.2244 -2.2222 19.156 -0.0033 0.001 -0.0077
O 8.3944 1.1061 16.1472 -0.001 0.003 -0.0079
O 3.8835 1.2324 11.2456 -0.0026 0.0099 0.0045
O 4.8908 10.1601 23.9338 -0.0039 -0.0059 0.0069
O 1.184 10.6015 17.8529 -0.0024 -0.0035 -0.0081
O -0.0029 0.732 8.7797 0.0204 0.02 0.0404
O 3.8911 1.1399 26.5721 0.0051 0.0088 -0.0224
O 2.8372 -0.5491 19.8662 0.0003 -0.002 -0.0045
O 6.0292 2.8567 26.5701 -0.0121 -0.0321 -0.0429
O 8.1596 -3.4738 16.9184 -0.0062 -0.0018 0.0003
O 4.5635 -1.3608 11.0489 -0.0009 -0.0039 0.0008
O 5.349 1.0744 18.2279 -0.0046 0.0034 -0.0133
O 5.6769 3.7192 18.2728 -0.0013 -0.0085 -0.0031
O 1.0614 8.2204 26.8083 -0.0017 -0.0067 -0.0311
O 1.5102 12.5502 19.6238 0.0007 0.003 0.0004
O 1.4242 4.2682 24.3016 -0.006 0.0147 -0.0109
O 1.3645 2.0282 16.1257 0.0156 -0.0189 -0.0114
O 4.0878 2.5885 19.9965 0.0058 -0.0063 -0.009
O -0.6572 4.774 20.3565 0.0019 -0.0003 -0.0028
O -1.1969 3.4777 10.4427 0.0104 -0.006 0.0058
O 3.4147 -4.8843 14.2202 -0.0024 -0.0023 0.0035
O -6.0591 -4.3202 20.8632 0.002 0.0003 -0.0041
O 3.734 -4.2823 11.5173 -0.0084 0.0056 0.015
O 6.7769 2.0758 20.0995 -0.0122 0.0033 -0.0089
O 4.1339 4.1676 16.0381 0.003 0.0029 0
O -3.0812 7.4396 24.2573 -0.0091 -0.0131 -0.0112
O 1.5624 6.8703 24.591 -0.002 -0.0102 -0.0067
O 11.7077 -2.7794 10.0164 -0.0082 0.0051 -0.002
O 8.2247 -0.2936 20.6362 -0.0054 0.0086 -0.0023
O 1.876 1.6615 24.5193 -0.0008 -0.0087 -0.0051
O 1.6037 -6.2752 15.6679 0.0013 0.0002 0.0013
O -0.2429 -4.8284 8.5467 0.0124 0.0058 0.038
O 9.5118 1.9964 12.5135 -0.0067 -0.001 -0.0016
O 5.1633 1.8406 24.2742 0.0103 -0.0094 -0.0218
O 7.1521 0.1798 24.6581 -0.0017 0.0033 0.0037
N 7.1039 -7.7599 11.539 -0.0141 -0.005 0.0127
O 1.493 -0.5041 15.2834 0.0088 0.0031 0.0062
O 4.824 2.8503 12.9463 -0.0038 -0.0075 -0.0017
O 5.7714 -2.711 13.0026 0.0001 0.0003 -0.0032
O 1.3501 -4.3153 12.7237 -0.0098 -0.0058 -0.0037
O -2.3081 0.832 26.774 -0.0129 0.0026 -0.0571
O 7.3363 -4.1165 14.4554 0.0015 -0.0021 0.0046
O -2.3885 5.7245 22.32 0.001 -0.001 0.001
O 6.2126 -5.3449 16.5315 0.0058 -0.0014 -0.0067
O 7.0532 7.8779 21.6991 -0.0039 -0.0013 -0.0036
O 1.02 6.1803 18.6983 0.0019 -0.0021 -0.0029

Results
free energy: -153369.105 eV
free energy less fixed offsets of N -385.13, O -568.88, Si -635.61 eV per atom: 0.535 eV

The program warned: the cutoff lies below the one the program advises for these potential files; the exchange-correlation potential is rough where the density is thin.
